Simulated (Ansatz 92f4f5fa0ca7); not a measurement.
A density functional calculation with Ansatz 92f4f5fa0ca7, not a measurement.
Periodic cell of 280 atoms, Si216O64, from a study of silicon, its oxide and their interface. The atomic structure is a simulated model.

Settings
functional: r2SCAN
potential files: Ansatz norm-conserving
basis: plane waves
wave-function cutoff: 1300 eV
density cutoff ratio: 4
exchange-correlation grid ratio: 1
k mesh: 2 x 2 x 1, shifted by 0.5 0.5 0.5 of a step
self-consistency stop: 5e-08 eV per atom in the density residual
occupations: Fermi-Dirac, 0.05 eV
spin: none
net charge: 0

Cell vectors (angstrom)
a 10.888 0 0
b 0 10.888 0
c -0.0538 -0.476 42.9724

Atoms and the computed forces on them: element, x, y, z (angstrom), force x, y, z (eV/angstrom)
Si 0.7339 -0.542 0.0715 -0.0097 -0.0943 0.1299
Si 2.907 2.4633 -0.1133 -0.0009 -0.021 0.087
Si -0.3295 5.6285 0.0027 -0.0046 0.015 0.0512
Si 2.4048 8.4689 -0.0119 -0.0136 0.0248 0.0199
Si 5.1196 0.2521 0.1653 -0.0414 0.0024 0.0264
Si 7.852 3.0078 0.0788 -0.0366 0.0352 0.0756
Si 5.5604 5.0978 0.0826 0.0207 -0.0134 0.0345
Si 8.1259 7.5418 -0.2089 -0.0233 -0.033 0.0492
Si 1.4574 1.2927 1.3452 -0.0026 -0.0273 -0.0225
Si 4.0026 3.9675 1.3441 -0.0069 -0.0148 -0.0011
Si 1.2788 6.8435 1.2831 0.002 0.0105 -0.0046
Si 3.9902 9.5182 1.3976 -0.05 -0.0059 0.0249
Si 6.7518 1.4086 1.3983 -0.0082 0.0055 -0.0135
Si 9.4681 4.0892 1.3874 0.0049 -0.0108 0.0206
Si 6.7221 6.6353 1.3796 0.0144 0.0002 0.0027
Si 9.7634 9.6577 1.3969 0.0283 0.1154 -0.0181
Si 0.0115 2.6889 2.6381 0.0136 -0.0191 -0.0087
Si 2.7414 0.0041 2.8308 -0.0013 0.031 0.0208
Si 0.0288 8.1653 2.7954 -0.0238 0.0057 -0.0415
Si 2.6835 5.4559 2.6124 -0.0041 -0.0146 0.0078
Si 5.4035 2.7251 2.7948 -0.0165 -0.0183 -0.0105
Si 8.2494 0.0889 2.6793 -0.0042 -0.0346 -0.0004
Si 5.4566 8.1655 2.6494 0.0206 0.0172 0.0067
Si 8.1552 5.4318 2.7972 0.0014 -0.0017 0.0048
Si 1.3543 4.0852 4.0114 0.0256 -0.0289 -0.0043
Si 4.103 1.3524 4.1667 0.0208 -0.0234 0.0027
Si 1.362 9.5367 4.1523 0.0169 0.0298 0.012
Si 4.073 6.8058 4.0127 -0.006 0.0112 -0.0179
Si 6.7783 4.09 4.1346 0.0119 -0.0002 0.0077
Si 9.5471 1.4148 4.0932 -0.0087 -0.007 0.0071
Si 6.8586 9.5416 3.9924 0.005 -0.0107 0.0178
Si 9.5249 6.8103 4.1196 -0.0217 -0.0025 -0.0003
Si -0.0182 0.022 5.4637 0.0052 -0.0133 0.0144
Si 2.7039 2.7455 5.4372 -0.024 -0.0038 0.0039
Si 0.0091 5.4248 5.4308 0.0133 -0.0023 -0.004
Si 2.7464 8.1506 5.4428 0.0008 0.0216 -0.0059
Si 5.4982 -0.0289 5.438 0.02 0.0073 -0.0074
Si 8.1681 2.7381 5.4663 0.0053 -0.0125 0.0088
Si 5.4106 5.4714 5.4411 -0.0095 -0.0057 -0.0013
Si 8.1573 8.1895 5.4346 0.0025 0.0277 0.0046
Si 1.3545 1.3814 6.8095 0.0038 -0.009 -0.0024
Si 4.0658 4.0988 6.8052 0.0094 -0.0076 -0.0047
Si 1.3718 6.7922 6.795 -0.0081 -0.0041 -0.0111
Si 4.1117 9.5144 6.7978 0.0041 -0.0007 -0.0021
Si 6.8257 1.3488 6.813 -0.0055 -0.0051 -0.0005
Si 9.5338 4.0931 6.8162 -0.0121 0.0029 -0.0013
Si 6.7895 6.8277 6.7935 0.0041 -0.0078 0.0063
Si 9.5134 9.54 6.8119 -0.0032 -0.0024 0.0093
Si 0.0049 2.6984 24.5037 -0.0062 0.0118 0.0009
Si 2.7043 0.0106 24.486 -0.0076 -0.002 -0.002
Si -0.0044 8.1769 24.4937 0.0066 -0.0052 -0.0003
Si 2.7484 5.4227 24.4919 -0.0115 0.0043 0.0022
Si 5.4326 2.7327 24.5194 -0.0037 -0.0088 -0.0065
Si 8.154 -0.0222 24.48 -0.0056 -0.0091 -0.0052
Si 5.4606 8.1476 24.505 0.0032 0.0005 0.0064
Si 8.155 5.4557 24.5017 0.0062 0.0034 0.0028
Si 1.4139 4.0355 25.845 -0.0161 -0.017 0.016
Si 4.0611 1.3522 25.8613 0.0031 0.0179 -0.0043
Si 1.3445 9.5516 25.8549 -0.003 -0.0059 -0.0091
Si 4.1038 6.7819 25.8636 0.0125 0.0124 0.006
Si 6.7936 4.1095 25.8781 0.0186 0 -0.0085
Si 9.4927 1.3384 25.8393 -0.0048 -0.001 -0.0127
Si 6.8166 9.5121 25.8729 0.0246 0.009 -0.0047
Si 9.5112 6.8324 25.8535 -0.0156 0.0026 -0.0028
Si -0.0689 -0.0185 27.2237 0.0082 0.0072 0.0064
Si 2.7226 2.6655 27.2889 0.0151 0.0047 0.005
Si 0.0389 5.444 27.0995 0.0103 0.0171 0.0022
Si 2.7585 8.2036 27.162 -0.0363 0.0024 -0.0024
Si 5.4348 -0.0055 27.1952 0.0182 -0.0283 -0.0182
Si 8.1424 2.7062 27.194 -0.0046 0.0148 -0.0026
Si 5.4446 5.4462 27.2919 -0.0032 0.0045 0.0275
Si 8.1673 8.1757 27.2846 0.008 -0.0015 0.0062
Si 1.2808 1.2934 28.6051 0.0158 0.0078 -0.0078
Si 4.115 4.0246 28.6528 -0.0163 -0.0197 -0.0043
Si 1.3862 6.823 28.4299 -0.0048 0.0011 -0.0067
Si 4.1144 9.5225 28.5816 -0.011 0.0423 0.05
Si 6.744 1.3647 28.5672 -0.0032 0.0023 0.003
Si 9.6001 4.0706 28.4324 -0.0046 0.0045 0.01
Si 6.7996 6.8423 28.6739 0.0261 -0.0073 -0.0242
Si 9.5047 9.5503 28.6867 -0.0098 -0.0074 0.0063
Si -0.0096 2.7713 29.9321 -0.0363 -0.0194 0.0483
Si 2.5674 -0.1829 29.924 -0.0272 -0.0203 -0.0332
Si 0.0416 8.078 29.8827 0.0105 -0.0051 0.0227
Si 2.723 5.4923 29.806 -0.0044 0.028 -0.0178
Si 5.5101 2.7206 30.0826 0.0406 0.0141 -0.0012
Si 8.1049 0.1045 29.9949 0.0005 0.0066 0.0155
Si 5.4642 8.255 30.0725 -0.0001 0.0031 -0.0158
Si 8.2543 5.3783 29.8105 -0.0132 -0.0405 0.039
Si 1.177 4.4165 31.1631 -0.015 0.0188 -0.0614
Si 4.4576 1.4164 31.7873 0.0247 0.0025 -0.0991
Si 1.6612 9.014 31.2871 -0.0097 0.0093 -0.06
Si 3.9373 6.8842 31.2373 0.0144 0.0189 -0.0673
Si 7.3571 3.6951 31.1329 0.0136 -0.053 -0.0756
Si 9.0837 1.8928 31.1789 -0.0559 0.0246 -0.0936
Si 6.5461 9.9347 31.437 0.0132 -0.0034 -0.0999
Si 9.7978 6.5015 31.1297 -0.002 -0.0101 -0.0992
Si 23.6212 -3.2646 36.0899 -0.0135 0.0233 -0.0069
Si 30.2314 22.4898 40.6816 -0.0279 0.0128 0.1039
Si -19.7135 37.2209 36.2027 -0.0182 0.003 -0.0449
Si -24.6823 -24.7619 33.3323 -0.019 -0.0047 -0.1488
Si 11.1953 10.7753 40.0052 0.0099 -0.0207 0.1342
Si 41.2042 24.1489 36.121 0.007 0.0075 -0.0208
Si -22.1519 -18.0924 37.9898 0.0443 0.0013 0.0547
Si -0.2686 19.2058 38.2008 0.0292 -0.0254 0.0417
Si -4.8175 36.9499 36.0796 -0.0003 0.0116 -0.0344
Si 4.211 14.2968 37.9217 0.0174 0.01 0.0077
Si 23.1846 -7.0339 40.6737 0.0226 -0.0262 0.1244
Si 12.0009 42.5085 34.2515 -0.0084 -0.0295 -0.1013
Si -2.2629 -4.6496 38.3663 0.0002 -0.0108 0.051
Si -18.085 -26.5998 40.8041 -0.0079 0.0291 0.1108
Si -15.8271 -16.271 33.2784 0.0048 -0.0049 -0.1238
Si -8.4739 24.6419 33.5642 0.0111 0.0365 -0.1005
Si 39.1275 -0.0844 36.3394 -0.0203 0.0287 -0.023
Si -3.8925 20.0456 41.0973 -0.0064 -0.0622 0.0901
Si 3.5378 20.9338 35.9649 -0.0316 -0.0023 -0.0312
Si -7.7767 -10.2624 38.7697 0.0139 -0.0066 0.0577
Si 5.9068 10.878 39.2988 0.0057 -0.011 0.0687
Si 30.2318 8.3956 36.2832 0.0043 -0.0018 -0.0837
Si -0.395 1.3894 33.9487 -0.0306 0.0135 -0.0948
Si -5.1481 -27.108 38.7559 0.0045 0.014 0.0471
O 7.2928 7.6145 41.435 0.0123 0.0788 -0.0577
O 4.0221 11.7662 42.4697 -0.0102 -0.0159 0.0043
O -14.2169 1.0613 35.9203 -0.0166 -0.0228 0.0056
O 4.3351 21.8657 39.708 0.0194 0.0065 -0.0197
O -12.1478 2.3374 34.9226 -0.0259 0.0209 0.0288
O 2.0919 14.8513 32.4243 0.0221 -0.0172 0.0838
O -32.0961 46.9689 39.3244 -0.0292 0.0043 -0.0725
O 14.287 2.1788 38.5024 0.0109 0.0359 -0.033
O 16.8256 0.3991 37.767 -0.0016 -0.0251 -0.0153
O -5.0463 -16.2425 37.1192 -0.0089 0.0065 0.0116
O 7.2615 5.9217 39.2025 -0.0099 0.0055 -0.0419
O 18.0766 -23.2924 36.4526 0.0024 -0.0012 0.0273
O 5.1911 4.039 39.0695 -0.0054 0.0027 -0.0288
O 11.898 -3.276 37.4916 -0.0043 0.0022 -0.0038
O -10.8713 16.3303 31.7283 -0.0005 -0.0153 0.0171
O -8.3644 21.377 34.7698 0.0308 0.003 0.0507
O 5.0546 -0.391 35.5414 0.016 -0.0042 0.0109
O -19.7378 6.0827 35.6631 -0.0008 -0.0018 0.0145
O 7 11.8833 39.9903 -0.0095 -0.0137 -0.033
O -1.2388 -3.5765 39.0389 -0.0023 -0.0056 -0.0302
O 12.5584 0.5798 39.4911 0.0145 0.0058 -0.0372
O 53.0446 24.2659 37.466 0.0081 -0.0017 0.0013
O 22.0473 9.3678 39.2573 0.0015 -0.0111 -0.0387
O -17.1213 38.6496 32.4159 0.0116 -0.046 0.0685
O 3.1155 4.4936 37.4257 0.0088 0.009 -0.0057
O 20.6986 -10.1611 39.7722 -0.0283 0.0035 -0.0507
O -8.3678 5.0099 40.3722 -0.0081 0.0072 -0.055
O 9.318 -26.5552 42.3539 0.0152 0.0326 -0.0365
O 16.688 20.6588 41.9942 0.0192 -0.0248 -0.1179
O 18.198 9.2362 32.7017 0.0396 -0.0096 0.0756
O 22.3951 25.8514 36.7653 -0.0066 -0.0125 -0.0071
O 9.0971 7.2876 32.3589 -0.0156 0.0373 0.0835
O 3.8218 2.1247 33.1359 -0.0353 0.0063 0.0687
O -1.4017 4.8933 38.2617 -0.0141 0.0067 -0.0057
O 13.9606 -11.0414 37.3577 0.0043 -0.0148 -0.0287
O 10.7484 -10.9603 34.6093 0.0139 -0.0067 0.0538
O -13.4575 -0.7954 41.2876 0.0338 0.0286 -0.0367
O 2.7933 18.8148 31.8137 0.0089 0.0378 0.0817
O 9.7282 19.9278 37.0515 -0.0029 0.012 0.0027
O -1.275 1.2787 32.6013 0.0651 -0.0304 0.1063
O 19.507 23.6301 41.8102 0.0457 -0.0392 -0.0813
O -14.1817 -7.1808 36.0125 0.0023 -0.0101 -0.0006
O 2.9966 -3.5328 41.5486 0.0356 -0.0757 -0.1017
O 6.4623 -1.5217 39.5722 -0.0101 0 -0.0245
O 5.1447 3.0615 36.6327 -0.0166 -0.0171 0.0056
O -20.8113 -24.2653 34.963 -0.0058 -0.0167 0.038
O 8.7253 19.141 34.7068 0.0211 0.009 0.0955
O -24.0448 19.3053 43.4339 0.0001 -0.0155 0.0196
O 14.1552 30.2123 36.1851 0.0183 -0.0014 0.015
O 5.5181 -6.0707 34.6658 -0.0184 -0.0178 0.0794
O -9.8015 -1.1845 32.6429 0.0101 -0.0167 0.0709
O 33.0417 -0.3704 41.583 0 0.0713 -0.1514
O 0.3102 4.4517 41.6919 0.0069 -0.0247 -0.0505
O 26.3927 -4.398 39.5086 0.0246 -0.0146 -0.0296
O 11.9784 1.9355 33.6134 -0.0023 -0.0041 0.0137
O 17.569 3.6068 42.4808 -0.0017 -0.0262 -0.0392
O -7.7529 -10.0338 31.0622 0.0168 -0.0095 0.0173
O -8.7082 2.642 41.4921 -0.0543 0.0263 -0.0746
O -19.2231 3.5844 35.003 0.0072 0.0105 0.0485
O -6.1568 16.2423 41.8269 -0.0427 0.0569 -0.062
O -16.2821 -10.7237 32.0718 -0.012 0.0367 0.0396
O -4.0662 17.7073 33.5871 0.0116 0.015 0.0519
O -4.0401 -6.5073 32.5404 -0.054 0.0632 0.0799
O -24.4328 28.6935 36.9305 0.0015 -0.0068 0.0255
Si -0.0024 2.7296 8.1812 -0.003 -0.007 -0.0018
Si 2.7342 0.004 8.1435 0.0012 0.005 -0.0065
Si 0.0038 8.1653 8.148 -0.0065 0.01 -0.0034
Si 2.7179 5.4474 8.1808 0.0015 0.0004 -0.004
Si 5.4427 2.7241 8.148 0.0045 -0.0043 -0.0047
Si 8.1701 0.0026 8.1909 0.0032 -0.0042 0.0035
Si 5.4476 8.1689 8.1835 0.0044 0.0039 -0.0001
Si 8.161 5.4625 8.1534 0.0027 -0.0033 -0.0013
Si 1.3589 4.0877 9.5393 -0.0016 0.0005 0.0003
Si 4.0853 1.3645 9.5169 0.0034 -0.0008 0.0007
Si 1.3679 9.5304 9.5083 0.0026 -0.006 -0.0016
Si 4.0829 6.8072 9.536 0.0017 0.0003 0.0009
Si 6.8048 4.0879 9.5122 0.0012 0.0006 0.0006
Si 9.531 1.3661 9.5413 0.0002 -0.0067 0.0024
Si 6.8053 9.5301 9.5419 0.0035 0.0043 0.008
Si 9.5276 6.8138 9.5193 -0.006 0.0026 0.0031
Si 0.0099 -0.0021 10.8848 -0.0054 0.0082 -0.0013
Si 2.7255 2.7212 10.8869 -0.0042 0.0002 -0.0011
Si -0.0054 5.452 10.8896 0.0005 -0.0062 -0.0015
Si 2.7196 8.1734 10.8864 0.0052 -0.0038 -0.0019
Si 5.4405 0.0076 10.8903 0.0051 -0.0064 0.0023
Si 8.1624 2.7309 10.8872 0.0005 -0.0044 -0.0005
Si 5.4475 5.4423 10.8865 -0.0046 -0.0009 -0.0006
Si 8.1713 8.1679 10.8918 -0.0011 0.0063 0.0014
Si 1.3651 1.3605 12.2484 0.0053 -0.0066 0.0007
Si 4.0856 4.0828 12.2478 0.0053 -0.0031 0.0007
Si 1.3597 6.8107 12.2485 -0.005 0.0043 0.0007
Si 4.0813 9.5312 12.2499 -0.0044 0.0068 0.0015
Si 6.804 1.3671 12.2495 -0.0052 0.0027 -0.0004
Si 9.5245 4.0881 12.2504 -0.0028 0.0031 0.0012
Si 6.8077 6.8045 12.2482 0.0061 -0.0048 -0.001
Si 9.533 9.5296 12.2487 0.0017 -0.0068 0.0003
Si 0.0003 2.7223 13.6063 0.0001 -0.0015 -0.0008
Si 2.7218 0.0014 13.6137 -0.0007 0.0011 0.0007
Si 0.0004 8.1683 13.6133 -0.0009 0.0024 0.0005
Si 2.7225 5.4452 13.6059 0.0008 -0.0017 -0.001
Si 5.4433 2.7242 13.6133 -0.001 -0.001 0.0013
Si 8.1675 0.0024 13.6063 0.0046 0.0012 -0.0002
Si 5.4446 8.1665 13.6069 0.0004 -0.0017 -0.0015
Si 8.165 5.4459 13.614 -0.0029 0.0008 -0.0002
Si 1.3625 4.0825 14.9677 -0.0014 0.0007 0
Si 4.0826 1.362 14.9733 0.0013 -0.0017 0.0007
Si 1.3607 9.5284 14.9741 0.0014 -0.0007 0.0002
Si 4.084 6.8045 14.9688 -0.0004 0.0012 -0.0018
Si 6.8041 4.0845 14.974 0.0024 -0.0014 -0.0003
Si 9.5278 1.3613 14.9693 -0.0028 0.0002 -0.0003
Si 6.8069 9.527 14.9678 -0.0001 0.0011 -0.0017
Si 9.5268 6.8067 14.973 0.0016 -0.0012 0.0003
Si -0.0022 0.0001 16.3343 0.0003 -0.0004 0.0008
Si 2.7206 2.7218 16.3343 0.002 -0.0012 -0.0001
Si 0.0011 5.4425 16.3287 -0.0012 0.0006 -0.0006
Si 2.7229 8.1645 16.33 -0.0035 0.0012 -0.0004
Si 5.4447 -0.0017 16.3293 -0.0021 0.0024 -0.0001
Si 8.1661 2.7209 16.3305 0.0006 0.001 0.0006
Si 5.4425 5.4443 16.3348 0.0003 -0.0012 0.0017
Si 8.165 8.1666 16.3341 0.0011 -0.0009 0.0009
Si 1.3589 1.3599 17.6958 -0.0034 -0.0008 0.0011
Si 4.0825 4.0814 17.6965 -0.0021 0.002 0.001
Si 1.3618 6.8027 17.6894 0.0018 -0.0013 -0.0018
Si 4.084 9.5247 17.69 0.0018 0.0005 0.0003
Si 6.8043 1.3591 17.69 0.0011 -0.0008 0.0002
Si 9.5286 4.0813 17.6892 0.0017 0.0002 -0.001
Si 6.8046 6.8045 17.6962 0.0009 0.0016 0.001
Si 9.5258 9.5262 17.6972 0.0019 0.0011 0.0005
Si -0.0031 2.7222 19.0558 -0.004 0.005 -0.0015
Si 2.7214 -0.0059 19.0517 0.0024 -0.0017 -0.0017
Si 0.0016 8.1601 19.053 0.0055 -0.0048 -0.0012
Si 2.7194 5.4436 19.0544 -0.0065 0.0049 -0.0022
Si 5.4449 2.7168 19.055 0.0053 -0.0035 0.0019
Si 8.1614 0.0004 19.055 -0.0051 0.0054 0.0017
Si 5.4418 8.1662 19.0559 -0.0055 0.0025 0.0018
Si 8.1688 5.4392 19.0518 0.0074 -0.0056 -0.0014
Si 1.3575 4.0845 20.4162 0.0067 -0.0012 -0.0036
Si 4.0809 1.3536 20.4132 -0.0061 -0.0011 0.0014
Si 1.3652 9.5171 20.4145 -0.0065 0.0041 0.0009
Si 4.0802 6.8036 20.4155 -0.0009 -0.0051 0.0003
Si 6.8117 4.0758 20.4136 0.0008 0.0095 -0.0003
Si 9.5198 1.3632 20.4155 0.0076 0.0001 0.0006
Si 6.7998 9.5293 20.4179 0.0081 -0.0029 0.0032
Si 9.531 6.7969 20.4143 -0.0056 0.0039 -0.0025
Si -0.0029 -0.0048 21.7596 -0.0022 0.0008 -0.0016
Si 2.7214 2.7203 21.7676 -0.0123 0.0076 -0.0039
Si -0.0012 5.4389 21.7878 0.0002 -0.0022 -0.0053
Si 2.7215 8.1575 21.7879 0.0077 -0.0006 -0.0005
Si 5.4343 -0.0039 21.7858 -0.0022 0.0084 0.0026
Si 8.1639 2.7193 21.7916 -0.0011 -0.0002 0.0008
Si 5.4486 5.4396 21.7639 0.0041 -0.0017 -0.0024
Si 8.1669 8.1612 21.7645 0.0076 -0.0048 -0.0036
Si 1.3522 1.3584 23.1158 0.0074 -0.0076 0.0009
Si 4.0944 4.0749 23.1212 0.0093 0.0058 -0.0003
Si 1.3627 6.7939 23.1537 -0.0071 0.0014 0.0029
Si 4.0817 9.5166 23.1552 -0.0124 -0.0044 0.004
Si 6.7893 1.3616 23.1494 0.0094 0.0034 0.0067
Si 9.5282 4.0807 23.1577 0.0052 0.0038 0.0028
Si 6.807 6.8016 23.1225 -0.0023 0.0019 -0.0007
Si 9.5271 9.5233 23.119 0.0026 0.0091 -0.0003

Results
free energy: -55244.353 eV
free energy less fixed offsets of O -463.61, Si -117.95 eV per atom: -96.113 eV
pressure: -0.41 GPa
stress xx, yy, zz, yz, xz, xy (GPa, positive in tension): 1.06, 0.15, 0.02, 0.01, -0.01, -0.62
